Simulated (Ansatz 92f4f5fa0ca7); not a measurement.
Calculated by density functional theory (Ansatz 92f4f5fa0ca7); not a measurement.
Periodic cell of 220 atoms, Si132O88, from a study of silicon, its oxide and their interface. The atomic structure is a simulated model.
This geometry differs little from another in the collection (a relaxation step or a small displacement).

Settings
functional: r2SCAN
potential files: Ansatz norm-conserving
basis: plane waves
wave-function cutoff: 1300 eV
density cutoff ratio: 4
exchange-correlation grid ratio: 1
k mesh: 1 x 1 x 1, shifted by 0.5 0.5 0 of a step
self-consistency stop: 1e-10 eV per atom in the density residual
occupations: fixed
spin: none
net charge: 0

Cell vectors (angstrom)
a  10.88  0  0
b  0  10.88  0
c  0  0  32.0585

Atoms and the computed forces on them: element, x, y, z (angstrom), force x, y, z (eV/angstrom)
Si  0.1738  -0.9587  -0.3525  0.0027  0.0037  0.0081
Si  2.7431  2.4114  0.0109  -0.0025  -0.0018  -0.0002
Si  1.0293  3.2167  -1.3253  0.0008  -0.0006  -0.0009
Si  2.0832  7.641  -0.0968  0.001  -0.0069  0.0049
Si  4.6572  0.0784  -0.2505  0.0004  0.0001  0.0049
Si  8.4639  4.1417  0.4974  -0.0006  0.0022  0.0006
Si  4.796  6.2243  -0.677  0.0039  -0.0003  0.0085
Si  7.8972  8.107  -0.1835  0.0071  -0.0047  0.0111
Si  1.5492  1.2153  1.5541  -0.0084  -0.0113  0.0077
Si  3.9369  3.989  1.1867  0.0104  0.0106  0.0055
Si  0.9121  6.2128  1.2793  0.0017  0.0046  -0.0008
Si  3.8728  9.6384  1.52  0.004  -0.0048  0.0049
Si  6.903  1.521  1.3539  -0.0012  -0.0005  0.0099
Si  10.7669  4.1354  0.6248  -0.0062  -0.0001  0.0039
Si  6.3382  6.9534  1.0621  -0.0017  -0.0023  -0.0044
Si  9.3601  9.3512  1.1293  0.0019  -0.0022  -0.0076
Si  0.1231  2.7286  2.5426  0.0002  0.0009  -0.0018
Si  2.7342  0.0008  3.0491  0.004  0.0029  -0.0021
Si  -0.1787  7.9533  2.5192  -0.0023  -0.0036  0.0019
Si  2.6947  5.408  2.5977  -0.0008  -0.0036  0
Si  5.3509  2.7262  2.634  0.0007  -0.0006  -0.0021
Si  8.2528  0.0271  2.5391  -0.0023  0.0048  -0.0006
Si  5.3928  8.3256  2.6536  0.0018  -0.0014  -0.0036
Si  7.7506  5.4717  2.3507  0.0016  -0.0004  0.0003
Si  1.4403  4.0134  4.0041  0.0003  0.0013  0.0003
Si  4.144  1.4086  4.1637  0.0001  -0.0028  0.0002
Si  1.2106  9.3624  3.9649  -0.0033  0.0025  -0.0008
Si  4.033  6.8505  3.919  -0.0004  -0.0003  0.0009
Si  6.6893  4.1039  3.9409  -0.0026  0.0017  -0.0008
Si  9.5375  1.4334  3.8874  0.0004  -0.0033  -0.0022
Si  6.8754  9.5841  3.9489  0.0005  -0.0021  0.0005
Si  9.3208  6.6602  3.8407  -0.0001  0.0023  -0.0016
Si  -0.0448  -0.004  5.2609  0.0018  -0.0001  -0.0015
Si  2.7336  2.7199  5.4518  0.0006  -0.0006  0.0009
Si  -0.052  5.3821  5.2317  0.0011  -0.0004  -0.0009
Si  2.6541  8.1055  5.3272  0.0015  -0.0002  -0.0019
Si  5.5232  -0.0022  5.3871  0.0008  0.0025  0.0009
Si  8.1316  2.7431  5.2584  0.0013  0.0017  -0.0003
Si  5.377  5.476  5.3013  0.0011  -0.0009  -0.0003
Si  8.1539  8.1337  5.2784  -0.0013  -0.0015  0.0004
Si  1.3425  1.2831  6.6705  -0.0002  -0.001  0.0001
Si  4.0914  4.1113  6.727  -0.0002  0  -0.0002
Si  1.3152  6.7347  6.6672  0  0.0012  -0.0006
Si  4.077  9.4833  6.6324  0.0008  -0.0023  0.0006
Si  6.8586  1.3807  6.7137  -0.0014  -0.0013  0.0003
Si  9.5233  4.0396  6.6402  -0.0003  -0.0004  -0.0006
Si  6.7816  6.8119  6.6314  0.0001  0.0007  -0.0008
Si  9.5142  9.5203  6.6522  0.0008  0.0005  -0.0006
Si  -0.0055  2.6621  8.0128  0.0003  0.0002  -0.0009
Si  2.7246  -0.062  8.0012  0.0011  0.0008  -0.0012
Si  0.0275  8.1799  8.008  0.0004  -0.0011  -0.0001
Si  2.7116  5.4179  8.0722  0.0001  -0.0016  -0.0007
Si  5.4797  2.7475  8.045  0.001  0.001  0.0002
Si  8.1944  -0.0083  8.0688  0.0005  -0.0005  -0.0005
Si  5.4458  8.1506  8.006  -0.0008  0.0015  -0.0014
Si  8.1898  5.4685  7.9549  -0.001  -0.0025  0.0003
Si  1.3735  3.9924  9.3803  -0.001  -0.0014  0.0004
Si  4.0918  1.3091  9.3013  -0.0016  -0.0031  -0.0004
Si  1.4249  9.464  9.4245  -0.0006  0.0003  -0.0003
Si  4.1235  6.7938  9.3807  0.0013  -0.0025  0.0012
Si  6.8508  4.1577  9.3502  0.0014  0.0003  0.0008
Si  9.5538  1.3441  9.4482  -0.0002  0.0003  0.0003
Si  6.8213  9.4827  9.3809  0.0007  -0.0017  0
Si  9.5441  6.8202  9.333  0.0024  0.0049  -0.0003
Si  0.0753  -0.0391  10.7829  -0.0022  -0.0035  -0.0007
Si  2.7788  2.6198  10.7145  0.0017  -0.0005  -0.002
Si  0.0364  5.4411  10.6491  0.0017  -0.0021  0.0001
Si  2.8034  8.0825  10.7939  0.0005  0.0033  0.0014
Si  5.4125  -0.0508  10.6715  -0.0019  0.0016  -0.0013
Si  8.187  2.8278  10.7129  -0.0027  0.0006  -0.0024
Si  5.5402  5.5115  10.764  0.0019  -0.0005  -0.0014
Si  8.1955  8.1249  10.7575  -0.0008  -0.0011  -0.0008
Si  1.4533  1.2965  12.1595  -0.0008  0.0023  0
Si  4.2047  4.017  11.9447  -0.0071  0.0048  -0.0017
Si  1.5456  6.5342  12.0658  -0.0081  0.0092  0.0083
Si  4.1912  9.4317  12.1385  0.0029  0.0011  -0.0008
Si  6.7031  1.4508  11.893  0.0002  0.0016  0.0012
Si  9.5619  4.2266  12.0746  0.0029  0.0019  -0.001
Si  6.9193  6.8045  12.2566  -0.0022  -0.0005  0.0002
Si  9.5347  9.5012  12.1032  -0.0083  0.0015  0.0033
Si  0.1038  2.8714  13.2868  0.0001  -0.0013  0.0002
Si  2.7613  -0.1958  13.4871  0.0027  0.0016  -0.0042
Si  0.5368  7.568  13.8418  0.0212  -0.0042  -0.0019
Si  2.8251  5.0841  13.443  0.018  -0.0336  0.0023
Si  5.557  2.8378  13.3974  0.0029  0.0058  0.001
Si  8.1705  0.2107  13.1043  0.0015  -0.0009  -0.0002
Si  5.7146  8.2993  13.6172  0  -0.0016  0.0071
Si  8.3408  5.5206  13.6738  -0.0043  -0.0005  0.0017
Si  1.3195  4.0112  14.9151  0.0011  0.0103  -0.0011
Si  4.1377  0.8052  15.0439  0.0026  -0.0001  -0.0026
Si  1.9424  9.0229  14.962  -0.0046  -0.0114  0.0013
Si  4.4102  7.2118  15.2487  0.0035  -0.002  -0.0141
Si  7.2104  3.7957  14.7279  -0.0004  0.0043  -0.0115
Si  9.3855  1.6801  14.3888  -0.0007  0.0015  -0.0009
Si  6.8222  10.1009  14.6539  -0.0001  -0.0021  -0.0049
Si  11.3096  6.029  15.7699  -0.0127  -0.0009  -0.0039
Si  6.5325  8.8525  18.8085  0.001  -0.0008  -0.005
Si  -2.649  -1.5137  16.3335  -0.0049  0.0015  -0.0025
Si  1.4384  6.5999  18.7699  0.0021  0  -0.0083
Si  2.1371  1.774  17.1387  0.0012  -0.0016  -0.0059
Si  -0.4964  -4.9348  24.8963  -0.0001  0.0004  -0.0038
Si  5.6244  5.0955  17.1987  0.0036  -0.0004  -0.0024
Si  7.2445  -12.1709  24.3366  -0.0012  -0.0001  -0.0042
Si  -0.0619  10.7737  16.5997  0.0016  -0.0029  -0.007
Si  7.8209  -4.6733  18.843  0.0002  0.0023  -0.009
Si  3.8909  7.8529  19.8936  -0.0034  0.0028  -0.0018
Si  5.7968  -2.2558  26.8674  -0.0015  0.0031  -0.0054
Si  10.1369  0.6276  27.0422  -0.0018  0.0017  -0.0049
Si  3.2435  5.1302  20.4789  -0.0007  0.0017  -0.006
Si  10.0576  -0.7535  24.5377  -0.0007  -0.0005  -0.0048
Si  5.3653  0.593  22.7408  -0.0051  0  -0.002
Si  -0.8531  6.0443  20.7682  -0.0007  0  -0.0051
Si  -1.7767  6.4686  15.8683  0.004  -0.0082  0.0032
Si  12.6583  10.6773  23.5769  0.0016  0.0047  -0.0021
Si  9.0256  7.6471  23.2536  0.0007  -0.0009  -0.0052
Si  4.2103  13.8756  18.8592  0.001  0.0022  -0.0066
Si  4.9019  2.5492  25.0229  -0.0029  -0.0075  -0.0003
Si  2.4719  4.0316  25.1708  0.0027  -0.0006  -0.0016
Si  -7.1742  -0.5581  21.5327  -0.0028  0.0017  -0.0034
Si  1.1631  5.0424  22.7262  0.0021  0.0016  -0.0082
Si  1.4961  6.5752  26.8427  0.0007  -0.0011  -0.0076
Si  2.8428  9.3107  26.0193  -0.0016  0.0045  -0.0029
Si  5.6412  0.658  19.9221  0.0008  -0.0024  -0.0002
Si  11.4257  4.7645  28.9656  -0.0067  0.0055  -0.0095
Si  7.9753  12.0793  28.8594  0.0007  0.0033  -0.0049
Si  -0.1771  1.4066  29.7407  -0.0001  -0.0035  0.0011
Si  3.0183  1.3669  25.7464  0.0074  0.0053  -0.0111
Si  20.7608  -7.3584  26.5164  -0.0022  0.001  -0.0041
Si  -4.0094  14.2895  27.209  0.0001  -0.0023  -0.0047
Si  6.3055  9.8189  29.7501  0.0028  0.0014  -0.0053
Si  6.2168  6.0363  28.5112  -0.0025  0.0004  -0.0021
Si  8.706  5.8696  30.18  -0.0041  -0.0017  0.0029
O  -0.3159  -0.0348  -1.5789  -0.0026  -0.0024  -0.0009
O  1.0718  -0.0206  0.5888  0.0054  0.0068  -0.005
O  4.6348  4.6967  -0.1469  -0.0061  -0.011  -0.0041
O  -0.0204  6.6993  -5.8095  0.0003  0.0017  0.0023
O  -0.7348  5.45  -2.4056  0.0021  -0.0006  -0.0016
O  -6.8208  3.9393  -7.2265  -0.0019  0.0039  0.0031
O  1.1049  8.68  -0.9179  0.0004  0.0007  -0.0021
O  3.3474  6.9755  -0.8862  -0.0034  0.0044  -0.004
O  3.767  1.3488  -0.7231  -0.0001  0.0008  -0.0037
O  6.2623  2.8741  -6.2378  0.0051  0.0018  0.0041
O  5.8002  -3.7858  -4.6892  0.0026  -0.0016  0.0007
O  2.751  8.5277  1.0781  -0.0048  0.004  -0.0042
O  7.7727  6.2246  -3.1409  0.0029  0.001  0.0018
O  7.9687  4.7392  -0.9607  -0.0022  -0.0013  -0.0004
O  8.9961  7.1204  -0.8955  0.006  0.0021  -0.0098
O  7.8347  13.5143  0.5882  0.0059  -0.0048  -0.0032
O  3.7985  5.9791  14.4085  -0.0225  0.0209  0.0008
O  -5.3118  0.0786  15.319  -0.0012  -0.0008  0.0016
O  6.6211  10.368  19.3734  -0.0016  0.0022  0.0011
O  -0.5641  0.7769  15.3601  0.004  -0.002  -0.0025
O  3.2399  8.2808  15.6673  0.0032  0.0036  0.007
O  2.4495  7.8224  19.1362  -0.0011  0.0027  0.0079
O  1.1625  17.4016  17.1801  0.002  0.001  0.0057
O  6.4555  5.4  18.5559  -0.0003  -0.0027  0.002
O  8.3205  2.6546  15.193  0.0046  -0.0035  0.0016
O  6.5411  4.3571  16.1005  0.0003  0.0001  0.0104
O  8.5242  -4.6552  17.3767  -0.0082  0.0006  0.012
O  11.8369  -1.2707  16.1319  0.0019  -0.0035  -0.0044
O  3.2824  11.7472  16.4212  -0.0036  0.0007  0.0036
O  5.4741  12.8431  18.9743  0.001  0.0015  0.0019
O  15.3532  13.1904  14.5377  -0.0022  -0.0022  0.001
O  8.9161  8.0696  15.6475  0.006  0.0058  -0.0057
O  -0.6304  8.6244  13.2974  0.0003  -0.0036  -0.0063
O  5.0475  6.4893  16.574  0.0058  -0.0081  0.0024
O  4.474  4.0671  17.6695  -0.0049  0.0006  0.0018
O  -3.8566  -1.9775  17.2906  0.0009  -0.0033  0.0075
O  -1.4451  10.1234  17.1809  -0.0008  0.0029  0.0046
O  0.8166  11.7773  17.5275  -0.0008  0.0038  0.0047
O  2.7972  2.2984  18.5055  -0.0002  0.0012  0.005
O  1.7582  2.9905  16.1298  0.0024  0.0014  0.0009
O  3.8775  -2.1533  21.2568  0.0111  0  0
O  9.9911  1.9627  26.1341  0.0013  -0.0009  0.0002
O  10.1264  -2.2497  23.9434  0.0007  0  0.001
O  2.1522  5.2289  19.2714  -0.0009  -0.001  0.0009
O  4.4199  8.9812  26.1096  0.0014  -0.0006  -0.0004
O  10.8362  -5.9879  21.6142  0.0017  -0.002  0.0033
O  4.9912  -2.4654  18.8704  -0.0048  0.0018  -0.0061
O  4.2896  6.3453  20.3151  -0.0001  -0.0042  -0.0018
O  2.5036  5.3631  21.8923  -0.0021  0.0059  0.005
O  -1.9243  -4.4698  24.3027  0.0015  0.0004  0.004
O  0.0926  -4.1128  19.6602  -0.0023  0.0004  0.0028
O  8.6815  0.3124  27.6922  -0.0015  0.0008  0.0018
O  8.5156  10.599  24.4555  0.0019  0.0015  -0.0021
O  -0.6276  4.3701  25.2081  0.001  -0.0008  -0.0002
O  7.4772  -3.1906  19.456  -0.0045  0.0001  0.0066
O  11.4964  -4.6783  23.7263  -0.0015  -0.0011  0.0037
O  8.7629  -5.4226  19.9311  0.0025  -0.0007  0.0038
O  5.2584  1.9879  23.5485  -0.001  0.0032  0
O  4.012  3.7235  20.3038  -0.0017  -0.0013  0.0037
O  6.9518  -1.9595  25.7775  0.0007  0.0026  0.006
O  2.1357  8.0683  26.8018  0.0018  -0.0014  0.0056
O  9.4679  -3.7066  21.7884  -0.0031  0.0015  0.0042
O  4.095  0.1372  20.1021  -0.0056  0.0028  0.0046
O  13.1276  5.4478  25.9309  -0.0009  0.0016  0.0032
O  16.921  -1.3706  28.1963  -0.002  -0.0002  0.0059
O  11.1875  11.8359  28.234  0.0027  -0.0001  0.0026
O  12.3516  5.9756  28.3621  0.0008  -0.0017  0.0055
O  -3.2656  8.4321  23.251  -0.0013  -0.002  0.0025
O  19.2629  3.9101  26.9743  0.001  -0.0002  0.0038
O  2.5678  1.0499  24.2015  0.0062  -0.0053  -0.0025
O  1.6255  3.888  23.7754  0.0011  0.001  0.0011
O  6.0014  -0.4574  23.7972  0.0008  -0.0022  0.0044
O  2.71  -0.0154  26.589  -0.0027  0  0.0039
O  4.8807  -0.8058  30.4645  -0.0024  0.0004  -0.0009
O  5.9806  -6.2921  27.8438  0.0002  0.0005  0.0023
O  5.359  6.1943  29.8646  -0.0014  -0.0008  -0.0022
O  0.1967  0.0974  23.6336  -0.0009  0.0031  0.0049
O  2.2511  -1.4903  24.4928  -0.0046  -0.0038  0.0064
O  2.1744  10.5154  22.0244  -0.0038  -0.0048  -0.0002
O  2.1453  2.7227  26.1279  -0.0064  0.0009  -0.0007
O  -4.6466  11.8652  21.4048  0.0011  -0.0003  0.0019
O  7.2353  0.2384  29.884  0.0027  -0.0018  0.0024
O  17.9592  8.6804  30.5781  -0.0015  0.0016  0.0042
O  6.8709  13.0758  28.2663  -0.0039  -0.0019  0.0036
O  9.1763  12.8901  29.5974  0.0017  0.0037  0.0011
O  -0.3234  10.2728  26.0854  -0.0009  -0.0015  0.0048
O  6.1058  0.6186  32.3166  0.0013  0.004  -0.0079
O  10.9047  3.8839  27.71  0.0063  -0.001  0.0054

Results
free energy: -56394.488 eV
free energy less fixed offsets of O -463.61, Si -117.95 eV per atom: -27.408 eV

The program warned: the exchange-correlation potential is rough where the density is thin.
